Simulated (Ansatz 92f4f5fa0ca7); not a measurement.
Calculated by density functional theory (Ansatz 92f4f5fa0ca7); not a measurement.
Periodic cell of 372 atoms, Si256O116, from a study of silicon, its oxide and their interface. The atomic structure is a simulated model.

Settings
functional: r2SCAN
potential files: Ansatz PAW
basis: plane waves
wave-function cutoff: 800 eV
density cutoff ratio: 5
exchange-correlation grid ratio: 1
k mesh: 1 x 1 x 1, Gamma-centred
self-consistency stop: 1e-10 eV per atom in the density residual
occupations: fixed
spin: none
net charge: 0

Cell vectors (angstrom)
a  16.3305  0  0
b  0  16.3305  0
c  0  0  24.8007

Atoms: element, x, y, z (angstrom)
Si  -0.543  0.5017  0.0119
Si  2.7505  2.5582  0.0133
Si  -0.3002  5.7301  0.3526
Si  2.4826  8.3026  -0.0204
Si  0.206  10.5272  -0.212
Si  2.7443  13.7137  -0.2087
Si  5.1708  0.4924  -0.0834
Si  7.6926  3.0361  -0.0629
Si  5.4633  5.2555  0.1217
Si  8.2482  8.1081  0.3951
Si  6.2197  10.4248  -0.0916
Si  8.4933  13.1014  0.2531
Si  10.9427  -0.5273  -0.1052
Si  13.4691  2.5705  0.2402
Si  10.5266  6.0166  0.1651
Si  13.7574  7.8651  0.2192
Si  10.702  10.9237  0.2203
Si  13.3611  13.793  0.0495
Si  1.2114  1.3948  1.3247
Si  3.9438  4.0676  1.4156
Si  1.3418  6.8839  1.5167
Si  4.2268  9.5027  1.0622
Si  1.368  12.228  1.047
Si  4.1678  15.0005  1.143
Si  6.7105  1.4677  1.395
Si  9.4346  4.141  1.1557
Si  6.7103  6.7474  1.4589
Si  9.5629  9.5102  1.6829
Si  6.9098  12.0156  1.5217
Si  9.4897  14.8459  1.4218
Si  11.9968  1.1876  1.3219
Si  14.7942  4.0971  1.4789
Si  12.1521  6.8837  1.6077
Si  14.9663  9.558  1.3042
Si  12.258  12.217  1.3998
Si  14.8927  15.0392  1.2942
Si  -0.076  2.7564  2.7596
Si  2.6959  -0.0265  2.5757
Si  -0.0367  8.2555  2.7897
Si  2.666  5.4573  2.7962
Si  0.0267  13.6099  2.5177
Si  2.7919  10.8988  2.4671
Si  5.359  2.7592  2.8009
Si  8.1124  0.0106  2.6501
Si  5.3772  8.1901  2.7024
Si  8.1268  5.3804  2.7321
Si  5.47  13.591  2.5811
Si  8.2025  10.8325  3.0096
Si  10.7527  2.7309  2.5977
Si  13.4883  -0.0379  2.7272
Si  10.9247  8.2186  3.0092
Si  13.4987  5.4405  2.8656
Si  10.8979  13.5657  2.811
Si  13.6517  10.8971  2.7236
Si  1.303  4.0834  4.1271
Si  4.0062  1.3225  4.0496
Si  1.4272  9.6053  4.0079
Si  4.0554  6.8251  4.1071
Si  1.3591  14.9409  3.9591
Si  4.0646  12.2588  3.9417
Si  6.7698  4.0825  4.1394
Si  9.4619  1.3826  4.0348
Si  6.7443  9.4586  4.1638
Si  9.4903  6.7425  4.1419
Si  6.7818  14.956  4.0089
Si  9.5591  12.2689  4.2333
Si  12.1433  4.0063  4.0947
Si  14.894  1.3427  4.0603
Si  12.325  9.6041  4.2099
Si  14.9403  6.8325  4.1253
Si  12.2293  14.9493  4.1557
Si  15.0273  12.2948  4.007
Si  -0.0122  -0.0252  5.3608
Si  2.6802  2.692  5.4404
Si  -0.0389  5.4496  5.4778
Si  2.6932  8.1961  5.4396
Si  0.0518  10.9323  5.3924
Si  2.7151  13.6011  5.3528
Si  5.4139  -0.0241  5.3942
Si  8.1342  2.705  5.4651
Si  5.4214  5.4617  5.4748
Si  8.125  8.1007  5.4842
Si  5.3976  10.9175  5.3978
Si  8.1436  13.673  5.4597
Si  10.8559  0.0457  5.4374
Si  13.5592  2.6923  5.4538
Si  10.8518  5.3856  5.4918
Si  13.6274  8.1735  5.515
Si  10.9346  10.9212  5.5524
Si  13.6559  13.6026  5.4415
Si  1.3245  1.3253  6.7834
Si  4.0595  4.0504  6.798
Si  1.3467  6.7991  6.8153
Si  4.0795  9.5495  6.7838
Si  1.3801  12.2774  6.7765
Si  4.0599  14.9534  6.7568
Si  6.7788  1.3347  6.7904
Si  9.5113  4.0395  6.8597
Si  6.7924  6.7708  6.8596
Si  9.521  9.4932  6.784
Si  6.7738  12.2749  6.7639
Si  9.5016  15.0382  6.818
Si  12.2296  1.3604  6.8522
Si  14.9367  4.0557  6.8145
Si  12.2484  6.7717  6.8205
Si  15.0275  9.5404  6.7866
Si  12.3108  12.2822  6.8569
Si  14.9935  14.9867  6.7917
Si  -0.0123  2.6901  8.1718
Si  2.7145  -0.0118  8.1471
Si  -0.022  8.1385  8.1744
Si  2.7083  5.4075  8.17
Si  0.0293  13.6406  8.1464
Si  2.7349  10.9062  8.1366
Si  5.4381  2.6938  8.1602
Si  8.1666  0.0619  8.2091
Si  5.4448  8.1796  8.1529
Si  8.167  5.4189  8.2014
Si  5.4311  13.6305  8.1441
Si  8.1623  10.8976  8.0856
Si  10.8926  2.7199  8.2492
Si  13.6349  0.0088  8.1858
Si  10.8783  8.1439  8.147
Si  13.6023  5.4076  8.1963
Si  10.9109  13.6799  8.1381
Si  13.6689  10.8781  8.1651
Si  1.3637  4.0217  9.561
Si  4.0874  1.3335  9.5319
Si  1.3761  9.505  9.4439
Si  4.1066  6.7733  9.487
Si  1.3788  14.9744  9.5439
Si  4.0883  12.2676  9.5155
Si  6.8187  4.0398  9.5251
Si  9.5373  1.3917  9.641
Si  6.8311  9.5533  9.4761
Si  9.5425  6.8003  9.5338
Si  6.7963  15.0055  9.5039
Si  9.5535  12.2539  9.4123
Si  12.2602  4.0903  9.6133
Si  14.992  1.3558  9.5887
Si  12.267  9.5  9.4754
Si  14.9681  6.7391  9.5689
Si  12.2441  15.0192  9.5465
Si  15.0073  12.2735  9.4947
Si  0.0506  -0.0074  10.9508
Si  2.7737  2.6893  10.9406
Si  0.0055  5.3524  10.962
Si  2.6915  8.1059  10.785
Si  0.0766  10.9019  10.7804
Si  2.7514  13.629  10.9086
Si  5.4488  -0.003  10.9274
Si  8.1709  2.7866  10.9883
Si  5.5012  5.4331  10.8497
Si  8.2275  8.2374  10.8419
Si  5.4586  10.8831  10.834
Si  8.2078  13.6151  10.7471
Si  10.93  0.0301  11
Si  13.6383  2.7219  10.9704
Si  10.8759  5.4714  10.9517
Si  13.5385  8.092  10.868
Si  10.9413  10.9367  10.7852
Si  13.5998  13.6111  10.8388
Si  1.4895  1.2797  12.3572
Si  4.1748  4.098  12.2604
Si  1.4371  6.727  12.2296
Si  4.0278  9.4733  12.0889
Si  1.4168  12.2086  12.2186
Si  4.1321  14.9393  12.3285
Si  6.8071  1.3786  12.2856
Si  9.5012  4.2113  12.3813
Si  6.8728  6.8539  12.1419
Si  9.6318  9.6177  12.178
Si  6.8643  12.2946  12.1039
Si  9.5446  14.8652  12.2051
Si  12.2894  1.4421  12.4032
Si  14.9911  4.0096  12.4162
Si  12.169  6.8147  12.3834
Si  14.9966  9.5079  11.9862
Si  12.2617  12.2563  12.2198
Si  14.9291  14.9402  12.2097
Si  0.1211  2.6132  13.7453
Si  2.8657  -0.0966  13.8382
Si  -0.0407  8.1393  13.3349
Si  2.8633  5.4707  13.6733
Si  -0.0643  13.517  13.497
Si  2.7972  10.8015  13.5544
Si  5.545  2.786  13.6977
Si  8.145  -0.1002  13.5013
Si  5.3836  8.1236  13.3898
Si  8.2526  5.771  13.7115
Si  5.5256  13.5166  13.5806
Si  8.2417  10.9883  13.4504
Si  10.8157  2.8225  13.7567
Si  13.682  -0.0313  13.6873
Si  10.8734  8.3673  13.7479
Si  13.5272  5.386  13.7349
Si  10.9086  13.5479  13.6694
Si  13.6858  10.8145  13.3805
Si  1.7573  3.8515  14.9442
Si  4.0067  1.6478  15.1128
Si  1.0944  9.6374  14.6699
Si  4.5006  6.6337  14.9969
Si  1.2381  14.7987  14.8882
Si  4.5521  11.7794  14.8307
Si  6.7685  4.4727  14.8907
Si  9.6968  1.0249  14.7934
Si  6.7063  9.6299  14.485
Si  9.0497  7.7006  15.1186
Si  7.0253  14.7217  14.9327
Si  9.2748  12.4405  15.0119
Si  12.1588  4.1067  15.2488
Si  15.485  0.8055  14.9945
Si  12.6799  9.3932  14.9162
Si  14.7776  7.0733  14.7398
Si  12.0074  15.2103  14.9354
Si  15.1841  11.8633  14.7974
Si  -7.0072  -3.3822  17.8923
Si  43.0501  -23.2977  20.68
Si  -1.6353  13.55  22.0674
Si  10.4233  21.0287  20.6173
Si  24.9363  23.4397  20.5336
Si  -3.3932  15.5346  20.3281
Si  8.1888  0.072  20.0568
Si  -34.0673  -5.5722  21.8238
Si  2.5556  -3.6931  16.9102
Si  0.7674  -1.0815  22.7338
Si  -3.0447  18.513  19.7333
Si  12.4113  20.8559  22.9978
Si  6.9821  -3.7421  22.6293
Si  10.2438  -1.2928  21.7866
Si  12.3479  -6.967  22.7861
Si  20.1691  -2.262  19.2306
Si  20.6204  -11.6606  18.8937
Si  -4.3739  22.0056  17.9745
Si  37.0048  -13.9782  20.593
Si  -6.7872  28.5743  20.9566
Si  -14.6604  9.5784  17.5168
Si  5.3239  2.1775  17.7986
Si  3.6095  6.3888  22.5802
Si  14.8117  6.231  19.0186
Si  -9.6389  14.6263  17.9499
Si  10.0738  -13.9753  19.2673
Si  -10.7601  6.801  20.1616
Si  16.1794  5.194  16.7601
Si  -1.4817  20.6936  21.4561
Si  -2.9284  -21.4041  17.1968
Si  -17.4541  9.3786  19.0696
Si  -18.3866  2.7116  16.8341
Si  20.1737  23.7843  17.9774
Si  -6.2093  7.9255  18.1465
Si  6.6546  -14.7335  22.3548
Si  8.236  35.3219  16.9629
Si  3.0098  16.1211  21.0398
Si  4.2769  -2.594  22.0444
Si  -4.253  13.9684  17.7222
Si  17.6192  4.3901  22.7493
O  -4.7985  5.6538  -1.0742
O  13.5464  -10.7366  -6.5836
O  -4.8301  15.7065  -3.773
O  3.9716  15.3343  -2.7109
O  7.333  17.3118  -3.7568
O  7.7979  13.4591  -6.8894
O  -5.8762  -2.2155  -7.0595
O  7.0205  7.0865  -4.0188
O  -9.3915  18.4976  -7.0252
O  5.2983  14.0612  -6.2636
O  3.8947  17.8014  -0.4337
O  -20.1861  12.3991  -6.9346
O  5.6092  5.5026  -9.3621
O  10.1547  -0.5437  -1.5685
O  9.6408  7.9181  -8.1847
O  -10.858  2.5635  -3.0585
O  7.2827  9.1918  -0.435
O  7.2387  15.7966  -5.8918
O  3.744  13.2063  -4.1947
O  5.1519  7.7657  -5.8958
O  1.6506  13.6365  -8.8137
O  16.2106  -18.6905  -2.42
O  12.6059  -1.7486  -8.4851
O  9.5547  -12.9863  -4.3624
O  9.3781  7.1138  -0.3552
O  6.0048  16.7656  -1.5051
O  16.5349  -0.3757  -9.3582
O  2.9298  7.6232  -1.4382
O  14.8313  22.0039  -4.2887
O  19.897  13.0272  -1.4807
O  -0.3703  27.1202  -1.7285
O  -7.6086  1.4508  16.0207
O  -11.9292  -9.4095  21.271
O  -2.3457  4.8552  22.7456
O  22.1859  -2.8112  21.9801
O  -23.1368  3.0111  17.8749
O  -1.6645  17.9644  24.4404
O  11.1082  5.0042  19.1707
O  0.0419  10.7986  15.1259
O  -1.8722  12.0725  16.2507
O  -6.9408  17.2404  19.3745
O  -6.7169  12.0301  24.4822
O  2.0128  11.1504  17.2556
O  0.0752  3.9517  21.7377
O  -8.5314  18.6898  23.2315
O  -1.5225  -4.1035  21.1573
O  19.1191  -7.6743  18.2547
O  -2.315  2.6708  18.3919
O  7.6874  8.6028  15.3171
O  4.9488  17.9582  19.263
O  13.6035  16.9815  20.0955
O  5.6383  5.3018  19.5409
O  4.7185  20.0214  17.6687
O  3.3693  -10.4027  18.4053
O  16.2067  0.1243  23.2835
O  13.4575  -5.8904  22.3826
O  14.9897  1.3313  16.4481
O  10.8737  0.0097  15.3294
O  25.8615  11.9678  16.5785
O  12.4578  -6.0491  16.2791
O  14.7349  7.8344  18.9636
O  16.8587  21.5633  23.8663
O  8.2439  13.6816  15.204
O  9.5671  -20.3539  19.3394
O  2.7387  -19.2417  18.2794
O  17.8493  -7.4393  16.0536
O  5.6759  10.6533  15.2923
O  11.5728  7.2306  18.0418
O  4.1315  7.4205  16.3777
O  7.7359  3.9399  16.1048
O  19.7181  -0.7396  19.5563
O  -2.4088  14.7048  21.279
O  18.7733  5.35  22.119
O  30.4822  -5.9701  18.3157
O  22.8109  -1.1691  16.4169
O  9.4324  5.8567  21.1527
O  8.0196  -20.5195  21.4778
O  6.2427  11.306  23.3131
O  -7.2105  8.4918  21.1803
O  -4.6424  18.5885  19.4115
O  1.7729  14.8527  23.9294
O  -4.6284  8.7599  21.4171
O  14.936  6.8132  24.6301
O  -5.072  10.0685  23.7495
O  2.0521  3.1332  23.4365
O  0.3201  9.5242  18.373
O  1.3733  25.7466  24.3439
O  1.4916  -0.5939  21.3856
O  -2.3589  -3.1535  23.4664
O  10.4048  -7.0639  19.0385
O  -13.1391  1.3778  21.1516
O  6.6076  20.5441  24.4261
O  3.9967  12.4543  16.1996
O  -3.2618  8.1722  23.5756
O  12.2272  -17.8017  24.3497
O  2.8029  19.0342  15.4502
O  8.8813  15.2442  20.9352
O  10.3793  13.4106  21.7324
O  12.9307  2.8403  15.9437
O  -2.3325  -13.218  20.8509
O  -20.1929  3.1656  23.8712
O  -1.1598  -12.3499  16.429
O  1.2952  20.9951  16.295
O  -0.6247  6.4995  15.9431
O  26.6322  10.8582  21.231
O  -0.1803  -10.6943  18.3036
O  4.7079  1.3085  16.5636
O  11.6388  4.3498  21.599
O  4.7167  5.7404  23.5573
O  19.9891  3.7349  20.0679
O  7.7301  -2.7648  23.6833
O  -2.6076  -8.1445  15.3361
O  11.614  21.3642  16.5044
O  -0.9841  9.7444  20.6383
O  8.966  7.1056  18.9442
O  12.7609  14.7898  18.9113

Results
free energy: -229903.506 eV
free energy less fixed offsets of O -570.45, Si -639.56 eV per atom: -3.946 eV

Forces (eV/angstrom), in the order of the atoms: element, x, y, z
Si  0.0066  -0.008  -0.1029
Si  -0.0072  0.0084  -0.1098
Si  0.0147  -0.0141  -0.0958
Si  0.0057  -0.0172  -0.1046
Si  -0.0201  0.0073  -0.1264
Si  0.0084  0.0118  -0.1328
Si  0.0135  0.003  -0.1218
Si  -0.0099  -0.0185  -0.1162
Si  -0.0172  0.0055  -0.1061
Si  0.0003  -0.0008  -0.0562
Si  0.017  0.0234  -0.1039
Si  -0.0104  0.0112  -0.1009
Si  -0.0257  -0.0205  -0.1354
Si  -0.0224  0.0189  -0.0926
Si  0.0244  -0.005  -0.0988
Si  -0.0178  0.0021  -0.0987
Si  0.0112  -0.0167  -0.1018
Si  0.0139  -0.012  -0.1152
Si  -0.0012  0.0004  0.006
Si  0.0014  -0.0002  0.007
Si  -0.0002  0.0014  0.0045
Si  0.0015  0.0005  0.0084
Si  0.0016  -0.0018  0.0051
Si  -0.0015  0.006  0.0065
Si  0.0025  0.0018  0.0068
Si  -0.0016  0.0006  0.0061
Si  0.0037  -0.0017  0.0053
Si  -0.0001  0.0017  0.0048
Si  -0.0034  0.0058  0.0088
Si  -0.0041  0.0018  0.0098
Si  -0.0019  -0.0032  0.002
Si  0.0001  -0.0012  0.0057
Si  0.0025  -0.0003  0.0042
Si  0.0026  -0.0034  0.0087
Si  -0.0012  0.0033  0.0076
Si  -0.0023  0.0021  0.0083
Si  0.002  -0.0008  -0.0025
Si  0.0004  -0.0042  -0.003
Si  -0.0019  0.0011  -0.0002
Si  0.0023  -0.0015  -0.0049
Si  0.0011  0.0003  -0.0025
Si  -0.0021  0.003  -0.0019
Si  0.0006  -0.0014  -0.0002
Si  -0.0018  0.0015  -0.0044
Si  -0.0014  0.0018  -0.0008
Si  0.0035  -0.0004  -0.0004
Si  -0.0006  -0.0008  -0.0036
Si  -0.0046  0.0005  -0.0012
Si  0.0005  0.0032  -0.0009
Si  0.0011  0.0013  -0.0006
Si  0.0004  -0.002  -0.0003
Si  -0.002  0.0007  0
Si  -0.0009  0.0024  -0.0004
Si  0.0011  -0.0016  -0.0031
Si  0  0.0018  0.001
Si  -0.0006  -0.0006  -0.0012
Si  0.001  0.0001  -0.0006
Si  0.0006  0.0008  -0.0009
Si  -0.0002  0.0019  -0.0004
Si  0.0015  -0.0027  -0.0006
Si  -0.0012  0.0012  -0.0005
Si  0  -0.0002  0.0006
Si  -0.0005  -0.0015  0.0003
Si  -0.0033  0.0001  -0.0001
Si  -0.0004  -0.0021  0.0008
Si  0.0008  0.0013  -0.0006
Si  -0.0015  -0.0004  -0.0015
Si  -0.0006  -0.0006  -0.0008
Si  -0.0003  0.0017  0
Si  0.0011  -0.0001  -0.0004
Si  -0.0001  -0.001  -0.0013
Si  0  0.0001  0
Si  -0.0004  -0.0008  0.0009
Si  0.0012  -0.0007  0.0002
Si  0.0013  -0.0015  -0.0001
Si  0.0002  0.0001  -0.0004
Si  0.0007  0.0002  -0.0002
Si  -0.0008  -0.0002  0.0009
Si  -0.0006  0.0015  -0.0007
Si  -0.0002  0.0007  0.0003
Si  0.0001  0.0003  0.0005
Si  -0.0017  0.0008  0.0003
Si  -0.0018  0.0002  0.0015
Si  -0.0009  -0.0002  0.0007
Si  -0.0004  -0.0015  0.0009
Si  -0.0005  -0.0007  -0.0001
Si  -0.0004  0.0003  0.0001
Si  -0.0007  0.001  0
Si  -0.0012  0.0015  -0.0009
Si  0.0004  -0.0005  0.0007
Si  0.0002  0.0011  0.0012
Si  -0.0003  0.0004  0.0007
Si  -0.0013  0.0011  0.0002
Si  0.0002  -0.0002  0.0012
Si  -0.0001  0.0006  0.0002
Si  0.0003  -0.0001  0.0009
Si  -0.0017  -0.0006  0.001
Si  -0.0005  -0.0005  0.0017
Si  -0.0001  -0.0005  0.001
Si  0.0004  0.0005  0.0005
Si  0.0008  0.0008  0.0008
Si  -0.0015  0.0007  0.0001
Si  -0.0004  0.0011  0.0004
Si  0.0004  0.0011  0.0004
Si  0  -0.0001  0.0013
Si  0.001  -0.0002  0.0008
Si  -0.0003  -0.0003  0.0006
Si  -0.0001  -0.0004  0.0006
Si  -0.0004  0.0012  0.0003
Si  0.0002  -0.0009  0.0006
Si  0  -0.0012  0.002
Si  -0.0005  -0.0015  0.0007
Si  -0.0001  0  0.0009
Si  -0.0004  -0.0004  0.0011
Si  -0.0004  0.0003  0.0019
Si  0.0022  0.0008  0.0009
Si  0.0009  0.0013  0.0003
Si  -0.0019  -0.0002  0.0011
Si  0.0005  -0.0006  0.0006
Si  0.0003  0.0007  0.0013
Si  -0.0004  -0.0001  0.0005
Si  0.0003  -0.0005  0.0008
Si  -0.0024  0  0.0009
Si  -0.0009  -0.0005  0.0007
Si  0.0005  0.0003  0.0013
Si  -0.0004  0.0011  0.0006
Si  0.001  0.0002  0.0016
Si  0.0008  0.0018  0.0007
Si  -0.0002  0.0008  0.0004
Si  0.001  -0.001  0.0014
Si  -0.0001  0.0002  0.0011
Si  -0.0022  -0.0002  0.0004
Si  0.0009  0.0001  0.0006
Si  -0.0008  -0.0006  0.001
Si  -0.0005  -0.0005  0.0006
Si  0.0012  0.0004  -0.0001
Si  -0.0019  -0.0003  0.0015
Si  -0.0009  -0.0008  0.0005
Si  -0.0002  -0.0005  0.0009
Si  -0.0008  -0.0004  0.0012
Si  0.001  0.0006  0.0008
Si  0.0009  -0.0007  0.0001
Si  -0.0011  0.0004  0.0008
Si  -0.0006  0.0014  0.0012
Si  -0.0011  -0.0009  0.0002
Si  -0.002  -0.0009  0.0002
Si  -0.0005  0.0008  -0.0003
Si  -0.0027  0.001  -0.0003
Si  0.001  0.0003  -0.0006
Si  0.0015  0.0009  0.001
Si  0  -0.0005  0.0005
Si  -0.0007  -0.0013  -0.0006
Si  0.0021  -0.0022  0.001
Si  -0.0011  -0.0009  -0.0003
Si  0.0002  0.0003  -0.0005
Si  0.0008  0  0.0003
Si  0.0007  0.0007  0.0015
Si  0.001  0.0009  0.0005
Si  -0.002  -0.002  -0.0013
Si  0  0.0015  -0.0005
Si  0.001  -0.0002  0.0001
Si  -0.0009  -0.0008  -0.0006
Si  -0.0022  0.0023  0.0005
Si  0.001  0.0011  -0.0006
Si  0  -0.0001  -0.0003
Si  0.0005  -0.0011  -0.0011
Si  0  0.0012  -0.0002
Si  -0.0014  0.0031  0.0006
Si  -0.0005  -0.0007  -0.0003
Si  0.002  0.0015  0.001
Si  -0.0008  0.0018  -0.0001
Si  0.0001  0.0005  0.0002
Si  -0.0008  0.0015  0.0005
Si  -0.0031  -0.0015  0.0006
Si  0.0012  -0.0029  0.0004
Si  -0.0006  -0.0025  -0.0002
Si  0.0014  -0.0003  0.0014
Si  0.0012  -0.0013  -0.0007
Si  0.0005  -0.0005  -0.0005
Si  -0.0017  0.0015  0.0009
Si  -0.0009  -0.0003  0.0016
Si  0.0006  -0.0044  0.0041
Si  0.0002  -0.0023  0.0036
Si  -0.0029  0.0005  0.0054
Si  0.0008  0.0034  0.0028
Si  -0.0005  0.0008  0.0057
Si  0.0043  -0.0021  0.0082
Si  -0.0005  0.0015  0.0014
Si  0.0013  0.0015  0.0068
Si  0.0006  -0.003  0.0042
Si  -0.0019  -0.002  0.0053
Si  0.0017  -0.0007  0.0057
Si  -0.0081  0.0016  0.002
Si  0  -0.0004  0.0031
Si  -0.0014  0.0019  0.0051
Si  0.0009  0.0003  0.004
Si  0.0021  0.0005  0.0068
Si  -0.0003  0.0018  0.0078
Si  0.0074  -0.0126  -0.0755
Si  -0.0288  0.0063  -0.1096
Si  -0.0107  0.0127  -0.0827
Si  0.0059  -0.0227  -0.1076
Si  -0.0098  0.027  -0.0671
Si  0.0124  -0.0174  -0.0734
Si  -0.0232  0.0127  -0.078
Si  0.0214  -0.0075  -0.0722
Si  -0.0019  0.0012  -0.0364
Si  -0.0281  -0.0128  -0.1203
Si  0.0141  -0.0147  -0.1101
Si  -0.003  0.0079  -0.1083
Si  0.0056  -0.013  -0.1166
Si  0.0115  -0.0105  -0.0775
Si  -0.001  -0.019  -0.0864
Si  -0.014  0.0083  -0.0693
Si  -0.0121  0.0178  -0.0941
Si  0.0163  0.0007  -0.0839
Si  0.0004  0.0067  -0.2427
Si  -0.0468  -0.0093  -0.2072
Si  -0.0217  0.03  -0.2144
Si  -0.03  0.0013  -0.2227
Si  0.0026  -0.0098  -0.1786
Si  -0.0112  0.0184  -0.2352
Si  0.0014  -0.0037  -0.2335
Si  -0.0117  -0.0476  -0.2565
Si  -0.0007  -0.0126  -0.204
Si  0.0148  -0.0186  -0.2061
Si  -0.0018  0.0137  -0.2253
Si  0.0213  -0.0049  -0.2453
Si  0.0168  0.0242  -0.2275
Si  0.002  -0.0349  -0.2466
Si  -0.005  0.0156  -0.2311
Si  0.0051  -0.0341  -0.2555
Si  -0.0064  0.0145  -0.2003
Si  0.0145  0.0006  -0.2117
Si  -0.0021  0.0189  -0.2378
Si  0.0376  -0.0105  -0.2482
Si  0.0217  0.0121  -0.1772
Si  0.019  -0.0133  -0.2255
Si  0.0259  -0.0009  -0.25
Si  0.0176  -0.0025  -0.2257
Si  0.0119  -0.0134  -0.2153
Si  -0.0154  0.02  -0.1865
Si  0.0236  -0.0012  -0.2337
Si  0.0232  -0.0089  -0.1742
Si  -0.0386  0.0126  -0.2406
Si  -0.0035  0.0106  -0.2001
Si  0.01  -0.003  -0.2529
Si  0.0161  -0.0215  -0.2032
Si  -0.0365  0.0271  -0.2138
Si  0.011  -0.0248  -0.2485
Si  -0.0146  0.012  -0.267
Si  -0.0227  0.002  -0.1939
Si  0.0415  0.0219  -0.2014
Si  -0.0061  0.0261  -0.2393
Si  -0.0128  -0.0272  -0.2202
Si  -0.0227  0.0066  -0.2047
O  -0.0539  0.0416  0.1273
O  0.0206  0.0122  0.0849
O  -0.0477  -0.0152  0.1062
O  0.0189  -0.0248  0.1029
O  -0.0451  0.0424  0.1457
O  0.0002  0.0053  0.0724
O  -0.0144  -0.0051  0.0751
O  0.0061  0.005  0.0697
O  -0.0247  -0.0105  0.0782
O  -0.05  0.002  0.0972
O  -0.0074  0.0026  0.0597
O  -0.0157  0.0208  0.072
O  -0.0014  0.0002  0.0446
O  0.0262  0.0406  0.1887
O  0.037  0.0158  0.1801
O  0.0574  -0.0209  0.1247
O  0.0022  -0.0119  0.053
O  0.0396  0.0449  0.1238
O  0.0133  -0.0084  0.1712
O  0.0451  -0.0197  0.1213
O  0.031  -0.0476  0.0926
O  0.0211  0.0127  0.0733
O  -0.0006  -0.0348  0.1405
O  0.0017  0.0273  0.0898
O  -0.0092  0.0042  0.0474
O  -0.0388  -0.0305  0.1477
O  -0.0043  0.0027  0.0353
O  -0.0325  0.0536  0.1243
O  0.0036  -0.0653  0.1587
O  -0.0485  -0.015  0.1505
O  0.0617  -0.0045  0.1701
O  -0.0365  0.0374  0.1044
O  -0.0781  -0.0135  0.1743
O  -0.0395  0.0072  0.1178
O  0.0292  -0.0232  0.0887
O  0.0506  -0.0104  0.1234
O  -0.0055  0.0043  0.0491
O  -0.0462  -0.0294  0.1473
O  0.0004  -0.0041  0.043
O  -0.0402  -0.0145  0.1075
O  -0.0195  -0.0311  0.0785
O  0.0064  -0.0041  0.0657
O  -0.0067  -0.015  0.0635
O  0.0686  0.0028  0.1024
O  0.0311  0.0388  0.1429
O  0.0013  0.0139  0.0914
O  0.0178  -0.0179  0.0707
O  -0.0385  -0.0167  0.1721
O  0.0151  -0.0074  0.04
O  -0.0331  0  0.1617
O  -0.0008  -0.0328  0.0724
O  0.0151  0.0245  0.0878
O  -0.0141  0.0261  0.096
O  0.0168  -0.0363  0.0835
O  -0.0272  0.0325  0.1171
O  -0.027  -0.0149  0.0906
O  -0.029  0.035  0.093
O  -0.0001  -0.0037  0.0407
O  0.0026  0.0192  0.1447
O  0.0124  0.0388  0.1081
O  -0.0023  0.0077  0.0718
O  -0.0366  0.0417  0.1232
O  0.002  0.0009  0.053
O  0.0027  -0.0239  0.1872
O  0.0402  0.0536  0.1464
O  0.0116  -0.0007  0.1202
O  -0.0079  0.0088  0.0371
O  -0.0107  0.0042  0.0713
O  -0.0151  0.0248  0.1557
O  0.0335  -0.0408  0.0987
O  -0.0231  0.0381  0.1222
O  0.0541  -0.0579  0.1179
O  -0.0118  -0.0044  0.0834
O  0.0439  -0.0468  0.1246
O  -0.0092  -0.0044  0.1599
O  0.0039  -0.0035  0.0764
O  -0.0678  0.0107  0.1218
O  -0.0189  -0.0598  0.1219
O  0.0054  0.0212  0.0727
O  0.0104  -0.0048  0.0662
O  0.0377  -0.0321  0.1067
O  0.0556  0.0093  0.1306
O  0.0015  0.0034  0.0441
O  -0.0419  0.0453  0.1291
O  0.0335  -0.0416  0.1206
O  -0.0641  -0.0044  0.097
O  0.0077  -0.0029  0.0454
O  -0.0533  -0.0205  0.108
O  -0.0371  0.0071  0.1553
O  0.0069  0.0371  0.1441
O  -0.0208  -0.0237  0.076
O  -0.0013  0.0092  0.0536
O  -0.0355  0.0221  0.0955
O  0.0326  -0.0357  0.1218
O  0.006  0.0044  0.0575
O  0.0086  -0.001  0.0422
O  0.039  -0.0258  0.106
O  0.0024  0.0151  0.0844
O  0.0319  -0.0119  0.0838
O  0.0394  0.0476  0.1186
O  0.0233  -0.0504  0.1145
O  -0.0089  0.0035  0.0647
O  -0.0292  0.0247  0.0849
O  0.0219  -0.0343  0.0892
O  0.0059  0.0097  0.0818
O  -0.0363  0.0262  0.1226
O  0.0406  0.0185  0.1472
O  0.0681  0.0018  0.1616
O  0.0478  -0.0306  0.1347
O  -0.0096  -0.0419  0.1095
O  0.0339  0.0048  0.1328
O  -0.0018  0.0027  0.0408
O  -0.0087  0.0484  0.1458
O  -0.0123  0.0607  0.1932
O  -0.0347  -0.0109  0.1284
O  0.0312  0.059  0.1643

The program warned: the cutoff lies below the one the program advises for these potential files; the forces do not sum to zero within the program's tolerance; empty levels may hold ghost states of the PAW files; the exchange-correlation potential is rough where the density is thin.
